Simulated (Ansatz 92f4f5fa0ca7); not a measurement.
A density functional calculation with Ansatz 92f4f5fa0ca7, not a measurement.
Periodic cell of 237 atoms, Si147O90, from a study of silicon, its oxide and their interface. The atomic structure is a simulated model.
Doubt: the cutoff is far below the 930 eV that the study's wrapper takes by default for these files, so forces and energies are approximate.

Settings
functional: PBE
potential files: Ansatz PAW
basis: plane waves
wave-function cutoff: 580 eV
density cutoff ratio: 5
exchange-correlation grid ratio: 1
k mesh: 1 x 1 x 1, Gamma-centred
self-consistency stop: 5e-08 eV per atom in the density residual
occupations: fixed
spin: none
net charge: 0

Cell vectors (angstrom)
a 11.6015 0 0
b 0 10.938 0
c 0 0 32.0622

Atoms and the computed forces on them: element, x, y, z (angstrom), force x, y, z (eV/angstrom)
Si -0.1967 -0.057 23.2748 0.0017 0.0057 0.0057
Si 3.6688 0.2047 23.1145 0.0053 0.0054 0.0048
Si 7.5527 -0.1274 23.4496 -0.0044 0.0118 0.003
Si 1.6868 1.3809 23.4219 -0.0026 -0.0187 -0.0037
Si 5.7318 1.4109 23.1973 0.0022 -0.0157 0.0004
Si 9.4419 1.2374 23.3658 0.0006 -0.0105 0.0089
Si 0.1631 5.3212 23.4648 -0.0137 0.0026 -0.0041
Si 4.1219 5.3069 23.3969 0.011 -0.0019 -0.0049
Si 8.0346 5.6164 23.546 -0.0083 -0.0055 0.0034
Si 2.1589 6.5944 23.3782 -0.0086 -0.0048 0.0041
Si 5.9684 6.7778 23.4807 -0.0004 -0.0105 -0.0062
Si 10.0111 6.8766 23.5967 0.0139 -0.0089 -0.0009
Si 1.9023 2.6725 25.3861 0.0053 0.0039 -0.0118
Si 5.8276 2.6625 25.261 0.0106 -0.0048 -0.0185
Si 9.6294 2.6971 25.2652 -0.0022 -0.014 -0.0072
Si 11.5977 4.0135 25.3899 -0.0036 0.0019 0.0016
Si 3.8909 3.9807 25.3231 -0.003 0.0034 0.0037
Si 7.7394 4.099 25.3425 0.004 0.0151 0.0145
Si 1.971 8.1592 25.2019 0.0026 -0.0058 -0.0042
Si 5.7738 8.1766 25.3651 -0.0013 -0.0036 0.0105
Si 9.7097 8.2752 25.4267 -0.0096 -0.0095 0.0169
Si 11.638 9.5708 25.2657 -0.0029 0.0025 -0.0146
Si 3.8633 9.5947 25.0831 0.0073 0 -0.0216
Si 7.6876 9.5297 25.4101 0.0092 -0.0033 -0.0048
Si 11.6493 -0.002 27.2088 -0.0119 -0.0093 -0.0039
Si 3.9013 -0.0481 27.1299 0.0056 0.0028 -0.0249
Si 7.7576 -0.0065 27.2867 0.0063 -0.0282 0.0136
Si 1.9855 1.3173 27.2813 0.0024 0.0042 0.0088
Si 5.827 1.3297 27.2117 -0.0059 -0.0088 -0.0138
Si 9.6946 1.3401 27.2098 0.005 -0.0039 -0.0124
Si 11.5905 5.4779 27.2403 0.0048 -0.0029 0.0056
Si 3.8442 5.4285 27.2164 -0.0045 -0.006 0.0086
Si 7.71 5.469 27.2638 0.0014 -0.0193 0.0184
Si 1.9356 6.8328 27.185 -0.0012 -0.0156 -0.0134
Si 5.7568 6.8054 27.2724 0.0118 -0.002 0.0141
Si 9.6532 6.8234 27.2787 -0.0128 0.0065 0.0228
Si 1.9457 2.727 29.1781 -0.0455 0.0016 -0.0234
Si 5.7898 2.7169 29.1429 0.0088 -0.0044 0.0348
Si 9.6803 2.7296 29.1436 -0.02 -0.009 0.0391
Si 0.011 4.1007 29.1646 0.0126 -0.0102 -0.0118
Si 3.8621 4.0914 29.168 0.0395 0.0194 -0.0113
Si 7.7279 4.083 29.1756 0.0171 -0.0047 -0.037
Si 1.94 8.1904 29.138 0.0079 -0.0089 0.0155
Si 5.7894 8.1953 29.1812 0.0299 -0.0071 -0.0589
Si 9.6696 8.208 29.1907 0.0283 -0.0184 -0.0614
Si 0.0071 9.5632 29.1457 0.0102 0.0212 0.0429
Si 3.8727 9.5661 29.1189 -0.0374 0.0375 0.0813
Si 7.7325 9.5503 29.1936 -0.0306 0.0085 -0.0279
Si 0 0 31.0965 0.0324 -0.0021 -0.1063
Si 3.8672 0 31.0965 -0.0144 0.0066 -0.2408
Si 7.7343 0 31.0965 -0.0296 0.0704 0.1307
Si 1.9336 1.3673 31.0965 -0.0149 -0.0862 0.1139
Si 5.8008 1.3673 31.0965 -0.0076 -0.0071 -0.1064
Si 9.6679 1.3673 31.0965 0.0116 -0.0527 -0.0919
Si 0 5.469 31.0965 0.0168 -0.0047 0.0157
Si 3.8672 5.469 31.0965 0.0217 0.0437 0.0107
Si 7.7343 5.469 31.0965 -0.0119 -0.0063 0.0404
Si 1.9336 6.8362 31.0965 0.0141 -0.0026 -0.1272
Si 5.8008 6.8362 31.0965 -0.0359 -0.0873 0.1208
Si 9.6679 6.8362 31.0965 0.0451 -0.1461 0.1618
Si 1.9336 2.7345 0.9679 0.0182 0.0476 0.0804
Si 5.8008 2.7345 0.9679 -0.0316 0.0429 -0.1907
Si 9.6679 2.7345 0.9679 0.0142 0.0347 0.0363
Si 0 4.1018 0.9679 -0.1075 0.0216 -0.0773
Si 3.8672 4.1018 0.9679 0.0148 0.0192 0.0656
Si 7.7343 4.1018 0.9679 0.0665 0.0731 0.1356
Si 1.9336 8.2035 0.9679 0.0066 0.0272 -0.0587
Si 5.8008 8.2035 0.9679 0.0112 0.0655 -0.0516
Si 9.6679 8.2035 0.9679 -0.0435 0.0791 0.1334
Si 0 9.5708 0.9679 -0.0185 0.056 0.0809
Si 3.8672 9.5708 0.9679 -0.0289 0.0021 0.0777
Si 7.7343 9.5708 0.9679 0.0527 -0.0203 0.0313
Si 11.6073 0.0229 2.9082 -0.0011 -0.0065 -0.0009
Si 3.8546 0.0116 2.9176 0.0013 -0.0047 -0.0005
Si 7.7461 0.0083 2.8965 -0.002 -0.0099 -0.0031
Si 1.933 1.3925 2.9179 -0.0014 0.003 -0.0049
Si 5.815 1.3475 2.859 0 0.0021 -0.0006
Si 9.6606 1.3794 2.9173 0.001 0.006 -0.0013
Si 11.5654 5.4977 2.8736 0.0017 -0.0029 -0.0004
Si 3.8773 5.4834 2.9069 0.0001 -0.0019 -0.0051
Si 7.7419 5.5013 2.9031 0.0018 -0.0044 -0.0011
Si 1.9153 6.8116 2.8746 -0.0006 -0.0005 -0.0028
Si 5.8117 6.8454 2.8899 -0.0011 0.0005 -0.0031
Si 9.6597 6.896 2.9497 -0.0013 0.0022 -0.0038
Si 1.912 2.8244 4.8176 0.0045 -0.0077 0.0016
Si 5.84 2.7198 4.756 0.0022 -0.0029 0.0021
Si 9.5991 2.7892 4.8334 0.0027 -0.0067 0.0026
Si 11.5411 4.1277 4.7827 -0.0026 0.0056 -0.0012
Si 3.9186 4.0883 4.8215 0.0003 0.0083 0.0001
Si 7.7208 4.2014 4.8757 -0.001 0.0079 0.0024
Si 1.8867 8.1445 4.8087 0.0007 -0.0039 0.0009
Si 5.8093 8.2521 4.7854 0.0026 -0.0033 0.0006
Si 9.6626 8.3126 4.8988 0.0032 -0.0061 0.0009
Si 11.6308 9.6498 4.8802 -0.0001 0.0044 0.0009
Si 3.8186 9.4784 4.7925 -0.0029 0.0058 0.002
Si 7.7247 9.6677 4.8848 -0.001 0.0098 0.0032
Si 11.5961 0.2256 6.773 0.0073 0.0091 0.0005
Si 3.7547 -0.0596 6.6578 0.0067 0.0103 -0.0019
Si 7.7131 0.048 6.9086 0.0108 0.0103 -0.0036
Si 2.049 1.4981 6.7556 -0.0105 -0.0085 -0.0019
Si 5.7141 1.2703 6.6293 -0.0075 -0.0111 -0.0005
Si 9.6456 1.5157 6.8331 -0.0109 -0.0113 0.0002
Si 11.5258 5.492 6.7013 -0.0002 0.007 0.0002
Si 3.9815 5.4239 6.788 0.0043 0.0077 -0.0022
Si 7.7376 5.6655 6.823 0.0082 0.0023 0.0004
Si 1.9753 6.6368 6.6555 0.0006 -0.0048 -0.0027
Si 5.8115 6.9709 6.7458 -0.0086 -0.0075 0.0009
Si 9.7553 7.0345 6.9071 -0.0059 -0.0073 -0.0022
O 9.9942 7.9702 8.2946 0.0022 0.0002 -0.0033
O 7.6602 9.927 8.2197 -0.0032 -0.0007 0.0002
O 7.4017 4.7234 8.1583 -0.0008 0.0043 -0.0027
O 3.3709 10.3453 8.2099 0.0005 0.0002 -0.0041
O 2.0446 7.5449 8.0313 -0.0011 -0.0011 -0.0058
O 4.0057 4.5777 8.2445 -0.0005 -0.0023 -0.0022
O 9.7777 2.4427 8.2232 0.0023 0.0008 -0.0035
O 2.6132 2.3345 8.1177 0.0012 -0.0004 -0.0035
O 11.3853 4.5667 8.072 0.0008 0.0027 -0.0017
O 5.3629 2.3539 7.8333 0.0014 -0.0005 -0.0045
O 5.8124 7.9752 8.0857 0 -0.0032 -0.0036
O 11.3222 10.305 8.1532 0.0013 0.0029 -0.0033
O 11.2728 10.0914 21.798 0.0015 -0.006 -0.0053
O 3.2311 10.7116 21.5378 -0.0011 0.0006 -0.0071
O 5.7769 7.7822 22.1625 -0.0004 -0.0013 0.0058
O 4.2207 4.4624 21.9451 -0.002 0.0001 0.0019
O 7.6864 9.6941 22.1909 -0.0006 -0.0107 -0.0028
O 10.3304 7.6701 22.1738 -0.0037 -0.0006 0.0051
O 1.6198 2.4026 22.1143 -0.001 0.0018 0.0035
O 5.9412 2.4474 21.8913 0.0013 0.0042 -0.0039
O 8.4453 4.7053 22.2147 -0.0021 0.004 0.0025
O -0.0663 4.4543 22.0437 -0.0006 -0.0009 -0.0014
O 2.3302 7.3943 21.9407 0.0001 -0.0088 0.0029
O 9.1204 1.8903 21.8702 0.0023 0.0002 -0.0038
Si 1.915 7.7787 9.6126 -0.0016 -0.0006 0.0073
Si 5.0335 0.5833 17.6926 -0.0009 0.0001 -0.0045
Si 2.4936 5.423 14.0267 0.0005 -0.0008 -0.0004
Si 10.5684 3.8615 14.0591 -0.001 -0.0005 0.0012
Si 8.2816 2.3868 15.2634 0.0009 0.0005 -0.0017
Si 9.5465 2.2492 20.3447 0.0021 -0.0028 -0.0063
Si 10.5034 3.6456 9.0768 -0.0003 -0.0003 0.0081
Si 0.0303 2.3147 11.5702 -0.0001 -0.0009 0.0039
Si 11.0199 8.1388 15.3954 0.0017 0.0004 -0.0017
Si 5.167 6.934 13.9929 -0.0018 0.0009 0.001
Si 5.7491 2.617 11.1197 0.0009 -0.0009 0.0042
Si 8.5829 7.6731 19.3909 0.0006 -0.0033 -0.008
Si 8.1199 4.8505 20.6298 -0.0022 -0.0017 -0.011
Si 5.9189 9.5915 15.2067 -0.0012 -0.0015 -0.0031
Si 2.1169 7.6462 20.3518 -0.0002 0.0001 -0.0155
Si 1.9295 4.8973 18.797 -0.0015 -0.003 -0.0079
Si 4.4962 3.4458 18.0203 0.0002 0.0002 -0.0059
Si 8.506 8.9315 16.8221 -0.0001 0.0001 -0.0059
Si 0.829 9.482 13.2991 -0.0007 -0.0007 0.0029
Si 9.9085 10.6505 11.72 0.0001 0.0005 0.0037
Si 5.3506 3.7131 21.021 0.004 -0.0054 -0.0074
Si 0.5911 5.5281 16.2662 -0.0011 -0.0008 -0.0036
Si 10.7822 9.1436 9.1438 -0.0037 0 0.0067
Si 6.5707 8.9052 21.2903 -0.0042 0.0076 -0.0104
Si 7.1147 7.1028 11.483 0.0009 0.0012 0.0066
Si 2.6739 0.7366 12.2158 -0.0007 0.0001 0.0041
Si 10.8952 8.6875 21.0384 0.0007 0.0064 -0.0059
Si 6.0385 4.3243 15.6364 0.0011 0.0003 -0.0033
Si 7.0864 0.4906 12.977 0.0001 -0.001 0.0023
Si 4.0581 2.9718 8.5949 0.0003 0.0032 0.0074
Si 0.8805 6.7389 11.9015 -0.0026 0.0001 0.0054
Si 6.5684 9.0422 9.0744 0.0011 0.0005 0.0085
Si 0.6679 3.2911 21.1484 -0.0026 -0.0033 -0.0113
Si 9.8007 6.5067 12.8941 0.0003 -0.0007 0.0018
Si 7.7111 4.5329 9.7446 0.0007 0.0017 0.0078
Si 3.9896 10.0767 20.2252 0.0005 -0.0004 -0.0094
Si 4.2631 3.0389 13.5325 -0.0017 0.0008 0.001
Si 3.8532 10.0102 9.7387 0.0028 0.0003 0.0078
Si 8.0542 0.7817 18.0385 0.0009 0.0011 -0.0051
O 11.5087 3.2236 12.9053 0.0009 -0.0017 -0.0032
O 9.3357 4.4719 9.881 0.0003 -0.004 -0.0007
O 8.8072 3.6105 19.856 -0.0023 0.0004 0.002
O 4.0336 -0.0545 18.8159 -0.0003 -0.0025 -0.0005
O 11.3401 4.5333 15.317 -0.001 0.001 -0.0017
O 9.8559 9.7934 10.3227 0.0013 -0.0029 -0.0043
O 3.7635 1.5367 13.1369 -0.0005 -0.0015 -0.0012
O 0.6498 9.0631 14.8656 -0.0004 0.0004 -0.001
O 6.472 0.9785 18.3844 -0.0001 0.0005 0.0005
O 4.7608 3.1695 19.6111 -0.0015 0.0016 0.0015
O 6.2501 1.1832 11.7479 -0.0012 0.0021 -0.0029
O 0.5379 8.6174 9.8685 0.001 0.0014 -0.0028
O 5.6457 4.3169 17.2309 -0.0007 0 0.0008
O 8.4434 7.1909 12.3906 -0.0023 0.0012 0.0005
O 4.4022 2.6356 10.1609 -0.0027 0.0006 -0.0058
O 2.077 5.6564 15.5836 -0.0013 -0.0003 -0.0003
O 3.378 0.0673 10.9168 0.0019 -0.0029 -0.004
O 5.8899 7.2162 12.5512 0.0004 0.0016 -0.0036
O 2.3084 6.3531 19.4006 -0.001 0.003 -0.0018
O 0.6566 4.952 17.7838 0.0004 -0.0022 0.0008
O 8.412 10.6869 12.3689 0.0004 -0.0004 -0.0021
O 5.4732 10.0683 9.6983 -0.0008 -0.0033 -0.0013
O 0.6042 8.2117 20.1972 -0.0007 -0.0038 0.0019
O 9.7748 2.6067 14.7001 -0.0011 0 -0.0016
O 2.001 10.5918 13.2217 0.0004 -0.0001 -0.002
O 9.9467 9.1119 16.1079 -0.0017 0.0003 -0.0006
O 6.1459 10.3608 13.7808 -0.0005 -0.0005 -0.0021
O 7.4733 1.5988 14.1008 -0.0016 -0.0018 -0.0011
O 1.646 3.9163 20.0386 0.001 -0.0008 0.0028
O 5.9034 5.7901 14.9209 0.0001 0.0001 -0.002
O 7.3415 8.9532 15.6984 -0.0011 -0.0009 -0.0014
O 1.5077 1.6697 11.6021 -0.0004 -0.0006 -0.0013
O 7.1969 8.2856 10.3662 0.0007 0.0028 -0.0045
O 4.3199 1.9923 17.286 0.0004 0.0002 -0.0009
O 7.0316 3.1609 10.2829 -0.0003 0.0015 -0.0027
O 11.5421 7.0105 16.4341 0.0002 0.001 0.0016
O 8.2843 10.1415 17.8515 -0.0019 -0.0003 -0.0018
O 3.2612 8.5385 10.1124 -0.0002 0.0005 -0.003
O 7.5871 3.839 15.5209 -0.0002 -0.0002 -0.0019
O 3.1434 4.3154 17.9052 -0.0009 0.0006 -0.0004
O 2.9055 3.8941 13.7072 0 -0.001 -0.0009
O 1.335 8.2026 12.4451 0.0001 -0.0008 -0.0021
O 1.2082 5.6793 13.0756 -0.0012 0.0003 -0.0026
O 4.9808 8.3043 14.8645 0.0001 0.0008 -0.0002
O 11.169 2.393 20.3431 -0.0006 0.0032 -0.0018
O 10.9786 9.9899 12.754 -0.0013 -0.0004 -0.0019
O 5.2906 3.5774 12.3685 -0.0008 -0.0007 -0.0026
O 5.0889 3.1943 14.9223 0.0002 0.0001 -0.0011
O 6.4885 4.8064 20.5635 -0.0003 0.0002 -0.0009
O 8.3955 1.5619 16.6557 -0.0004 -0.0005 0.0013
O 10.4067 1.2409 11.4585 0 -0.0009 -0.0012
O 10.8761 6.6071 11.6636 -0.0001 0.0008 -0.0029
O 3.2654 8.6771 19.8555 -0.0022 -0.0002 0.0009
O 1.721 6.4329 10.5297 0.0004 0.001 -0.004
O 7.1677 8.2034 19.971 -0.0024 0.0023 0.006
O 8.4973 7.5876 17.759 0.0005 -0.0009 0.0028
O 3.6767 6.4344 13.6118 -0.0008 -0.0009 -0.002
O 9.5713 4.9608 13.3631 -0.0005 0.0006 -0.0029
O 5.5245 10.0045 20.7484 0.0013 -0.0078 0.0009
O 10.3206 7.3778 14.1494 0.0013 -0.0015 -0.0008
O 8.7837 6.1701 19.9683 -0.0013 -0.0028 0.0013
O 7.0633 5.7093 10.6513 0.0023 -0.0027 0
O 5.2604 10.5454 16.3806 -0.0001 0.0007 -0.0009
O 9.0485 1.1514 19.2649 0.0005 -0.0001 -0.0014
O 11.5709 3.1662 10.1915 -0.0003 0.0011 -0.0049
O 9.7437 8.7131 19.8855 -0.0001 -0.0028 0.0034

Results
free energy: -144632.427 eV
free energy less fixed offsets of O -568.88, Si -635.61 eV per atom: 1.443 eV

The program warned: the cutoff lies below the one the program advises for these potential files; the forces do not sum to zero within the program's tolerance; the exchange-correlation potential is rough where the density is thin.
